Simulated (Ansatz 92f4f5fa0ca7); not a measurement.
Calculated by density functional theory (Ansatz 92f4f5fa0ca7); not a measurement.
Periodic cell of 149 atoms, Si88O55N6, from a study of silicon, its oxide and their interface. The atomic structure is a simulated model.

Settings: functional r2SCAN; potential files Ansatz norm-conserving; basis plane waves; wave-function cutoff 1300 eV; density cutoff ratio 4; exchange-correlation grid ratio 1; k mesh 2 x 2 x 1, shifted by 0.5 0.5 0.5 of a step; self-consistency stop 5e-08 eV per atom in the density residual; occupations Fermi-Dirac, 0.05 eV; spin none; net charge 0.

Cell vectors (angstrom)
a, 10.88, 0, 0
b, 0, 10.88, 0
c, 0, 0, 21.0387

Atoms: element, x, y, z (angstrom)
Si, -0.1577, -0.2605, 0.0722
Si, 2.762, 2.4542, 0.0397
Si, 0.2589, 6.0823, -0.3741
Si, 2.7346, 9.1866, -0.1228
Si, 5.4723, 0.7588, 0.0053
Si, 8.3163, 3.3535, -0.1082
Si, 6.0081, 5.6075, -0.0486
Si, 8.6259, 7.8903, -0.2957
Si, 1.0084, 1.6794, 0.9818
Si, 4.277, 4.2682, 1.2413
Si, 2.0414, 6.995, 1.3326
Si, 4.3387, 10.1852, 1.3993
Si, 7.3478, 1.5073, 1.2462
Si, 9.8866, 4.5325, 1.1426
Si, 7.1745, 7.2529, 1.2452
Si, 9.9725, 8.988, 1.5611
Si, 0.4808, 3.0889, 2.6992
Si, 2.5926, 0.2984, 2.3921
Si, 0.5087, 8.1907, 2.9917
Si, 3.1049, 5.4816, 2.7234
Si, 5.8165, 2.7908, 2.4524
Si, 8.7579, 0.0079, 2.6355
Si, 5.4692, 8.3625, 2.6502
Si, 8.5398, 5.9924, 2.6524
Si, 1.7772, 4.2448, 4.1372
Si, 4.1459, 1.0875, 3.696
Si, 1.1433, 9.9443, 4.1326
Si, 4.5517, 6.9045, 4.0301
Si, 7.2285, 4.166, 3.9447
Si, 10.049, 1.3694, 3.8963
Si, 7.1623, 9.8145, 4.012
Si, 9.8329, 6.985, 4.2503
Si, -0.0285, 0.3081, 5.6647
Si, 2.7018, 2.5712, 5.5065
Si, -0.1433, 5.2414, 5.4719
Si, 2.7025, 8.1481, 4.8196
Si, 5.3913, -0.0924, 5.4735
Si, 8.3879, 2.4519, 5.5028
Si, 5.4615, 5.1509, 5.19
Si, 8.0284, 7.8571, 5.4057
Si, 1.2879, 1.4321, 7.3377
Si, 3.9359, 4.2015, 6.9431
Si, 1.4998, 6.8029, 6.588
Si, 3.7343, 9.5461, 6.6317
Si, 7.0614, 1.1842, 6.7157
Si, 9.5986, 3.9578, 6.9086
Si, 6.3248, 6.4568, 6.771
Si, 8.9657, 8.3229, 7.5531
Si, 0.1547, 2.7031, 8.8145
Si, 2.0884, -0.5742, 7.8795
Si, 0.3145, 7.7932, 8.4909
Si, 2.3731, 5.2159, 8.5851
Si, 5.5165, 2.5783, 7.7335
Si, 8.2148, -0.3738, 8.0782
Si, 4.7876, 8.2438, 7.9475
Si, 7.8272, 5.6873, 8.0114
Si, 2.4882, 3.3577, 10.0056
Si, 3.8458, 0.9311, 8.5881
Si, 0.4656, 8.7041, 10.4863
Si, 4.3034, 6.6359, 9.5983
Si, 6.5018, 4.4043, 8.9503
Si, 9.712, 0.726, 9.6623
Si, 6.0657, 9.7592, 9.0979
Si, 8.6748, 6.7835, 9.7867
Si, -3.3184, -0.6499, 19.3772
Si, 6.2421, 3.6534, 13.5088
Si, 6.9388, 6.5288, 12.13
Si, 5.4407, -2.8466, 15.9199
Si, 8.4462, 1.8642, 12.2594
Si, 0.7589, 1.3163, 17.1793
Si, 3.0496, 3.0363, 12.8219
Si, 1.3471, 9.006, 13.3305
Si, 9.203, 2.7885, 18.3504
Si, 8.2539, 4.3435, 11.0873
Si, 6.3703, 10.6688, 14.9151
Si, -1.5269, -0.4673, 14.0143
Si, 1.0302, 6.6504, 17.6881
Si, -3.1042, 8.1094, 14.1325
Si, 3.6788, 0.0199, 13.3799
Si, 5.1321, 8.8134, 11.5898
Si, -4.4903, 7.3212, 18.6468
Si, 1.1387, 3.9664, 19.0053
Si, -2.4843, 14.7236, 15.539
Si, 2.1738, 9.3956, 17.8852
Si, 8.9744, 6.6466, 16.4921
Si, 2.4947, 7.451, 15.4867
Si, 0.074, 12.9859, 14.1047
Si, 8.7642, 11.2488, 16.7594
O, -2.2861, 7.9444, 15.6522
O, -1.7365, -0.214, 20.3692
O, 2.2216, 3.2966, 19.8039
O, -2.603, 3.5895, 17.3686
O, -0.9523, 7.3835, -0.9976
N, 1.1361, 5.7251, 18.9825
O, 1.2339, 9.902, -0.2505
O, 3.1953, 9.3385, 19.39
O, 6.2388, 0.1656, 19.4638
O, 4.0738, 1.628, 20.4183
O, 7.1993, 4.53, -0.7756
O, 8.1431, 2.2967, 19.6511
O, 5.3282, 6.1485, 19.4959
O, 2.4914, 9.0577, 16.2918
O, 7.3385, 11.5893, 15.793
O, 2.9994, 1.6065, 9.9726
O, 2.8089, 4.0342, 11.5787
O, 4.978, 0.3585, 14.5478
O, 3.5122, 1.4763, 12.8242
O, 3.8356, 8.0696, 10.539
O, -0.2032, 10.314, 10.4855
O, 5.3673, 5.36, 9.8432
O, 7.2548, 7.0448, 10.6404
O, 7.07, 3.3322, 10.1806
N, 6.9677, 4.7819, 12.4039
O, 8.6984, 5.4256, 15.307
O, 8.4973, 0.7846, 10.9274
O, 5.0865, 10.9442, 9.6368
O, 6.3002, 9.3231, 10.7454
O, 5.456, 7.1374, 12.4008
O, 9.4533, 5.6602, 10.8006
O, -8.6469, -0.7043, 13.7395
N, -1.0516, 1.3188, 17.8077
O, 4.4678, 3.5572, 13.4831
O, -0.6055, 14.408, 19.246
O, -0.3319, 9.4429, 13.4424
O, 8.3102, -3.4413, 12.9089
O, 4.4281, -0.8465, 12.2642
O, 9.8787, 3.4771, 14.5746
O, 9.1856, 3.2513, 11.7532
N, -3.4786, -1.1426, 13.616
O, 1.6003, 2.8509, 13.5673
O, -8.9572, 6.2323, 16.3376
O, 5.3046, 18.6723, 17.6007
O, 0.5406, 12.0513, 15.4296
O, -1.2122, 10.3754, 15.7698
O, 4.2198, 7.1556, 15.2939
O, 6.4393, 7.2695, 14.7393
N, 7.3887, 19.376, 19.7615
N, 9.5541, 1.0071, 13.4905
O, 1.6312, 8.6425, 11.7751
O, 7.9013, 10.25, 17.8713
O, -3.2223, 6.8694, 17.6968
O, -4.1604, 3.4014, 14.8897
O, 1.3013, 2.9502, 17.6241
O, 7.191, 2.1756, 12.9554
O, -4.9004, 9.5214, 15.9842
O, 1.381, -3.1843, 14.3352
O, -0.6426, -4.4809, 17.4347
O, 1.6365, 10.8993, 18.0591
O, 0.8841, 8.2904, 17.9041

Results
free energy: -37579.649 eV
free energy less fixed offsets of N -289.75, O -463.61, Si -117.95 eV per atom: 37.001 eV
pressure: -4.64 GPa
stress xx, yy, zz, yz, xz, xy (GPa, positive in tension): 8.06, 3.36, 2.48, 0.29, 0.58, 0.88

Forces (eV/angstrom), in the order of the atoms: element, x, y, z
Si, -3.3357, -0.297, 0.9279
Si, 4.6621, 1.7456, -0.5553
Si, -0.3978, 2.4272, -0.4947
Si, -0.3858, -0.2885, 1.2425
Si, 0.0187, 0.1378, -3.2879
Si, -3.0831, -0.367, -0.8386
Si, 0.1291, -1.7619, -2.0933
Si, -0.4744, 1.5442, 1.6091
Si, -0.8411, -2.0246, 1.5427
Si, 0.8289, -1.7962, -0.9891
Si, -1.7159, 1.3154, -1.2568
Si, -0.0447, -2.4126, -0.7905
Si, -0.1659, 0.896, -0.0121
Si, 0.5279, 0.2267, 0.4144
Si, -1.741, -1.5908, 1.257
Si, -2.8933, 2.365, -1.272
Si, -2.216, -0.1014, -1.1202
Si, -2.6444, -0.3599, 0.4816
Si, 0.6441, -2.2541, -0.2948
Si, 0.6394, 1.0072, 0.1941
Si, -0.6433, 0.0124, 1.2743
Si, -1.198, -1.053, -0.88
Si, 2.5775, 2.3434, -1.4958
Si, -0.5129, -1.9267, -0.3263
Si, -1.1583, -0.0904, 1.2295
Si, 1.5861, 2.8438, 2.6352
Si, 2.2417, 0.9305, 0.0062
Si, -2.0244, -0.6869, -0.1551
Si, -0.3431, -0.7705, 0.0211
Si, -0.8355, 2.4264, 0.139
Si, -1.5166, -1.7452, 0.9364
Si, -0.1005, -0.5819, 0.1111
Si, 0.5066, -0.8987, 1.2093
Si, 0.6516, 0.0421, 0.3488
Si, 2.6708, 1.2577, -0.5113
Si, 0.3037, 0.3701, 1.8366
Si, 0.8778, 0.3133, -1.2999
Si, 1.2964, 1.9477, -2.3315
Si, -0.526, -0.6324, 0.5268
Si, -0.4595, 0.8101, 0.3737
Si, 0.1408, 0.4836, -2.7456
Si, 0.1561, -1.1261, -1.7131
Si, -0.6243, -0.8315, 0.5272
Si, -0.6524, 0.3056, -3.3401
Si, -1.5555, -1.0279, 0.0685
Si, -1.0453, -0.5577, 1.8225
Si, -1.3312, 3.9118, -2.0646
Si, 0.9656, 1.0385, 0.6577
Si, -0.6855, 0.3775, 0.8172
Si, 0.073, -0.3277, 1.4102
Si, -0.1149, -0.0912, -2.2246
Si, 1.9808, 1.2722, -0.6182
Si, -1.0766, 0.8157, 0.309
Si, -0.4594, -0.2649, 0.8097
Si, 2.673, -3.4641, 0.5064
Si, 5.255, -0.7546, -1.5149
Si, -0.4468, -2.1578, 0.5572
Si, 1.3566, -0.4881, 3.9307
Si, 0.0136, 3.6836, 1.9116
Si, -1.8344, 0.71, -0.2595
Si, -3.8743, -4.1636, 3.6589
Si, -1.2339, -2.2782, 2.4808
Si, 1.5479, 0.9538, 2.3977
Si, 0.8814, 1.201, 1.135
Si, 3.261, -1.927, 1.7359
Si, -3.0589, -1.2727, -7.2995
Si, 0.2465, 0.2463, 2.1521
Si, 1.8606, -2.7284, 0.143
Si, 6.3858, -4.0283, -3.3386
Si, -1.1826, 1.3679, -0.0072
Si, 1.3712, -1.1794, 1.8904
Si, -6.1926, -2.2073, -0.7038
Si, -1.7615, -2.4414, 3.2378
Si, -1.468, -0.2925, 1.3527
Si, 3.1106, -2.2433, -0.2955
Si, -0.4218, -4.5952, 2.5469
Si, -4.1568, 2.3145, -2.9362
Si, -2.6661, 1.5731, 7.0361
Si, 2.3349, 1.1355, 1.0605
Si, -3.1031, -5.7131, -0.5337
Si, 1.745, -1.4985, 0.5471
Si, -4.8513, -0.2771, -4.8179
Si, 0.2001, 0.2601, -0.1562
Si, -0.6116, -1.2608, 0.9032
Si, -3.8567, -0.2573, 1.1135
Si, 3.2635, 2.4181, 0.7219
Si, -1.0657, 1.4357, 2.1505
Si, -3.0069, -2.8258, 1.2356
O, 1.3503, 0.9787, -2.388
O, -0.1064, -0.504, -1.1286
O, 2.0644, -0.4449, 2.325
O, -0.2033, 1.0022, -5.5941
O, 3.322, -3.4421, 0.1006
N, 0.6871, -4.1479, 4.9425
O, 1.3071, -0.6646, -0.9724
O, -0.9408, -1.0611, -4.2791
O, -3.1069, 1.72, 3.8792
O, 1.2541, -0.9958, 1.257
O, -0.0618, 0.197, 2.7699
O, 2.2143, 1.5052, -1.4389
O, 3.1555, 2.1006, 1.0576
O, 1.7269, -1.696, 0.2742
O, 2.6204, 1.732, 1.1777
O, -0.0669, 3.5673, -1.0089
O, -0.7019, -1.7815, -2.6808
O, -4.2977, 0.2377, -2.5909
O, -1.1402, -0.0976, -1.2126
O, 3.0464, -1.4505, 0.9274
O, 0.4153, -0.9788, -1.1022
O, -0.2015, 0.6569, -0.6818
O, 1.5179, -0.8989, -1.3872
O, 2.8048, 3.581, -0.1638
N, 1.434, 2.3323, -0.8597
O, -0.5978, 0.5695, 2.7586
O, 1.3395, 2.1217, 0.1912
O, -2.314, 1.8463, -3.0709
O, 2.4132, 0.0471, -2.194
O, -0.0798, 3.6087, -1.3198
O, -3.0864, -2.2646, -0.5994
O, 3.7832, 3.1988, 1.1872
N, 1.8527, -0.6619, -3.3704
O, 2.8962, 1.0928, 0.2128
O, 4.0107, 2.1119, 0.5352
O, 1.4912, -0.552, 0.0448
O, -0.3691, -4.6141, -4.6556
O, -0.7925, -0.2679, 1.544
O, -0.5704, -2.6021, 1.374
O, 1.0449, -1.329, 0.4112
N, 2.3215, 2.0303, 3.2087
O, -3.3705, -0.7872, 0.7733
O, -0.8483, 0.2031, 2.344
O, -0.9237, 0.7515, -2.2693
O, 1.596, 1.7466, 2.2274
O, -0.9963, -0.03, -2.3051
O, -5.3602, 1.5628, 0.1723
O, 0.3936, 1.7925, 1.2258
N, -1.5391, 0.8688, -1.1436
N, 1.8757, 6.8514, -2.7069
O, -2.4456, -0.3046, -1.6992
O, 2.7705, 1.6867, -3.432
O, 0.8758, -1.4672, -0.5141
O, 5.2472, 1.5074, 7.9685
O, -1.037, -2.0954, -0.8869
O, -7.0666, 2.1979, 2.0749
O, -1.0758, -0.3867, -0.0655
O, 1.7478, 0.5388, -0.8418
O, 0.928, -0.0566, -1.9119
O, -1.8941, 3.5325, -2.4856
O, 2.2998, -0.4358, 1.42
